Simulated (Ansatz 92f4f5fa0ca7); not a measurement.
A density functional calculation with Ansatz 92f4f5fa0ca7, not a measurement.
Periodic cell of 240 atoms, Si143O91As6, from a study of silicon, its oxide and their interface. The atomic structure is a simulated model.
Doubt: the cutoff is far below the 930 eV that the study's wrapper takes by default for these files, so forces and energies are approximate.
This geometry differs little from another in the collection (a relaxation step or a small displacement).

Settings
functional: PBE
potential files: Ansatz PAW
basis: plane waves
wave-function cutoff: 580 eV
density cutoff ratio: 5
exchange-correlation grid ratio: 1
k mesh: 1 x 1 x 1, Gamma-centred
self-consistency stop: 5e-08 eV per atom in the density residual
occupations: fixed
spin: none
net charge: 0

Cell vectors (angstrom)
a, 11.6015, 0, 0
b, 0, 10.938, 0
c, 0, 0, 31.8076

Atoms: element, x, y, z (angstrom)
Si, 0.249, -0.0576, 23.3123
As, 3.9008, -0.2753, 22.9965
Si, 7.8929, 0.0254, 23.2219
As, 2.0762, 1.4704, 23.0159
Si, 5.7891, 1.1904, 23.2864
Si, 9.9096, 1.2574, 23.2827
Si, -0.0815, 5.1952, 23.2142
As, 3.7636, 5.3158, 22.7994
Si, 7.6227, 5.422, 22.9134
Si, 1.7597, 6.728, 23.0058
Si, 5.6956, 6.7481, 23.0891
Si, 9.6354, 6.5582, 23.3248
Si, 2.0424, 2.6482, 25.1018
Si, 5.7865, 2.7168, 25.0731
Si, 9.7171, 2.7099, 25.1018
Si, 11.6955, 3.9505, 25.1573
Si, 3.8741, 4.1476, 24.9833
Si, 7.7431, 4.0173, 24.8958
Si, 1.9414, 8.0681, 25.0119
Si, 5.7926, 8.1531, 25.0155
Si, 9.6724, 8.1623, 25.0671
Si, 11.6613, 9.4513, 25.1356
Si, 3.8469, 9.4925, 25.0687
Si, 7.7455, 9.5087, 25.0609
Si, 11.6097, -0.014, 26.9876
Si, 3.8732, -0.0474, 26.9789
Si, 7.7181, -0.0185, 26.9718
Si, 1.9667, 1.3187, 27.0189
Si, 5.7839, 1.3486, 26.9955
Si, 9.6577, 1.3247, 27.0009
Si, 11.6375, 5.4565, 26.9832
Si, 3.8966, 5.4496, 26.9611
Si, 7.7467, 5.4236, 26.8935
Si, 1.9702, 6.7958, 26.9901
Si, 5.826, 6.811, 26.9674
Si, 9.6796, 6.7904, 26.985
Si, 1.9336, 2.7345, 28.9084
Si, 5.8008, 2.7345, 28.9084
Si, 9.6679, 2.7345, 28.9084
Si, 0, 4.1018, 28.9084
Si, 3.8672, 4.1018, 28.9084
Si, 7.7343, 4.1018, 28.9084
Si, 1.9336, 8.2035, 28.9084
Si, 5.8008, 8.2035, 28.9084
Si, 9.6679, 8.2035, 28.9084
Si, 0, 9.5708, 28.9084
Si, 3.8672, 9.5708, 28.9084
Si, 7.7343, 9.5708, 28.9084
Si, 0, 0, 30.842
Si, 3.8672, 0, 30.842
Si, 7.7343, 0, 30.842
Si, 1.9336, 1.3673, 30.842
Si, 5.8008, 1.3673, 30.842
Si, 9.6679, 1.3673, 30.842
Si, 0, 5.469, 30.842
Si, 3.8672, 5.469, 30.842
Si, 7.7343, 5.469, 30.842
Si, 1.9336, 6.8362, 30.842
Si, 5.8008, 6.8362, 30.842
Si, 9.6679, 6.8362, 30.842
Si, 1.9336, 2.7345, 0.9679
Si, 5.8008, 2.7345, 0.9679
Si, 9.6679, 2.7345, 0.9679
Si, 0, 4.1018, 0.9679
Si, 3.8672, 4.1018, 0.9679
Si, 7.7343, 4.1018, 0.9679
Si, 1.9336, 8.2035, 0.9679
Si, 5.8008, 8.2035, 0.9679
Si, 9.6679, 8.2035, 0.9679
Si, 0, 9.5708, 0.9679
Si, 3.8672, 9.5708, 0.9679
Si, 7.7343, 9.5708, 0.9679
Si, 11.5623, 0.0633, 2.8698
Si, 3.8743, 0.0582, 2.8957
Si, 7.7087, 0.0279, 2.8993
Si, 1.9144, 1.3994, 2.9077
Si, 5.7978, 1.4072, 2.912
Si, 9.6348, 1.4027, 2.9172
Si, 11.5734, 5.4868, 2.9112
Si, 3.8825, 5.4941, 2.901
Si, 7.726, 5.473, 2.9225
Si, 1.9295, 6.8246, 2.8505
Si, 5.804, 6.8729, 2.9422
Si, 9.6469, 6.8573, 2.914
Si, 1.9115, 2.8387, 4.7845
Si, 5.7924, 2.7319, 4.8855
Si, 9.6696, 2.7028, 4.8999
Si, 11.5461, 4.1616, 4.885
Si, 3.8778, 4.1345, 4.8448
Si, 7.7384, 4.1095, 4.8824
Si, 1.9349, 8.4131, 4.5802
Si, 5.7822, 8.2464, 4.9116
Si, 9.6218, 8.2819, 4.8199
Si, 11.567, 9.6677, 4.7965
Si, 3.886, 9.6938, 4.8616
Si, 7.6995, 9.6488, 4.8519
Si, 11.7539, 0.1366, 6.7011
Si, 3.7147, 0.1408, 6.8314
As, 7.7569, -0.1537, 6.9844
As, 1.9161, 1.7553, 6.8832
Si, 5.8405, 1.3573, 6.8489
As, 9.7095, 1.4812, 7.0109
Si, 11.552, 5.7521, 6.687
Si, 3.6908, 5.6168, 6.6887
Si, 7.702, 5.4908, 6.8401
Si, 1.8717, 7.0342, 6.3893
Si, 5.744, 6.8763, 6.8911
Si, 9.523, 7.0423, 6.8319
O, 0.3514, 5.0775, 8.1701
O, 5.8336, 7.9298, 8.2185
O, 7.8146, 4.3982, 8.138
O, 6.0259, 2.3523, 8.1781
O, 3.1728, 4.8872, 8.1359
O, 3.2598, 10.1722, 8.1788
O, 1.9292, 7.8882, 7.8117
O, 9.3127, 8.2391, 8.0349
O, 0.5727, 10.1589, 8.0467
O, 11.2339, 4.3441, 21.7965
O, 7.7027, 5.0964, 21.2448
O, 8.1697, 10.1383, 21.7902
O, 10.1364, 1.9292, 21.7827
O, 10.081, 7.0538, 21.8022
O, 1.5158, 7.6493, 21.6245
O, 5.843, 7.6797, 21.7126
O, 5.5777, 2.1411, 21.9395
O, 0.3863, 10.0473, 21.8917
Si, 1.8977, 9.318, 8.5595
Si, 3.9733, 5.2622, 9.5102
Si, 5.3314, 7.8029, 9.7779
Si, 11.5619, 0.5395, 13.8687
Si, 0.872, 2.6883, 18.3217
Si, 7.7365, 6.7533, 11.4949
Si, 8.3877, 4.4202, 16.7752
Si, 9.8556, 8.2729, 9.5917
Si, 2.5204, 3.717, 11.8206
Si, 10.1617, 11.1225, 11.0171
Si, 4.9695, 1.1, 15.4996
Si, 11.3802, 3.0679, 11.0948
Si, 0.1115, 5.688, 9.658
Si, 6.0409, 3.7665, 14.6898
Si, 6.6021, 3.6602, 8.9681
Si, 2.9749, 1.1232, 13.1061
Si, 11.7887, 4.5666, 13.54
Si, 8.2199, 8.7692, 13.7453
Si, 7.6167, 0.613, 12.278
Si, 9.7646, 7.4399, 20.2773
Si, 7.7362, 10.4775, 20.2468
Si, 1.6059, 7.7183, 11.2236
Si, 11.1658, 7.5499, 13.4613
Si, 6.5501, 7.9691, 20.2786
Si, 3.9328, 5.7108, 15.6059
Si, 5.9058, 1.9849, 20.353
Si, 10.6202, 3.162, 20.8472
Si, 0.7412, 8.8748, 20.8342
Si, 1.3223, 9.0403, 15.3331
Si, 2.4817, 9.2211, 18.2556
Si, 0.9033, 5.1752, 16.4381
Si, 9.0645, 9.9052, 17.684
Si, 10.229, 1.6837, 16.3759
Si, 3.6698, 8.1132, 13.612
Si, 4.8805, 10.1091, 11.8473
Si, 3.696, 1.1634, 18.2733
Si, 4.8286, 7.3423, 17.8801
Si, 10.1398, 6.8102, 17.4672
Si, 7.3582, 3.6781, 11.989
Si, 7.8146, 4.199, 19.8471
Si, 6.5159, 9.3847, 16.1994
O, 8.1687, 7.7638, 20.2174
O, 10.373, 9.762, 10.0935
O, 1.3984, 2.9918, 10.8669
O, 1.0862, 4.1784, 17.7079
O, 9.7689, 8.4335, 17.342
O, 7.922, 2.2208, 12.6274
O, 6.3998, 9.5609, 19.9457
O, 7.5183, 7.5967, 12.863
O, 3.4529, -0.0236, 12.0211
O, 10.6374, 1.5389, 14.787
O, 8.8283, 7.6335, 10.667
O, 8.0434, 10.3648, 13.3526
O, 0.397, 10.2911, 14.8864
O, 9.0505, 10.2772, 19.2853
O, 4.2271, 6.847, 14.4652
O, 9.2816, 3.5047, 19.9819
O, 10.8838, 4.4647, 10.3776
O, 4.521, 1.663, 16.9605
O, 2.8328, 7.6207, 12.2969
O, 11.8013, 4.3772, 15.1696
O, 9.8051, 8.3754, 13.7751
O, 2.3426, 5.6687, 15.8876
O, 4.5532, 4.3119, 15.0731
O, 1.4107, 6.205, 10.5444
O, 10.9699, 8.5118, 20.0266
O, 0.554, 7.7204, 14.7483
O, 9.9761, 6.3738, 19.0498
O, 6.3545, 6.9078, 10.6688
O, 7.4993, 8.5952, 15.1835
O, 7.4676, 9.8768, 17.4015
O, 7.2313, 1.0689, 20.1202
O, 11.5686, 1.839, 17.2805
O, 9.2408, 2.9941, 16.6244
O, 11.0556, 3.3425, 12.7012
O, 2.7797, 9.0675, 14.5997
O, 6.0408, 0.322, 11.9546
O, 6.2526, 4.1219, 13.1065
O, 5.0578, 9.2811, 10.4372
O, 1.4986, 9.0654, 16.9511
O, 6.3763, 3.4278, 19.8259
O, 5.4915, 4.8232, 9.125
O, 0.1864, 2.7449, 19.7946
O, 4.6579, 5.9662, 17.0456
O, 5.7512, 10.6285, 15.5252
O, 6.9767, 3.1813, 10.4794
O, 5.3919, 8.4184, 16.8162
O, 8.5348, 11.2551, 10.9641
O, 9.2403, 5.8106, 16.5162
O, 11.0047, 7.1354, 9.5013
O, 3.4363, 10.5165, 18.0481
O, 7.8035, 4.6835, 18.2798
O, 3.9725, 6.8877, 9.7453
O, 7.2121, 4.3993, 15.6377
O, 10.7557, 1.6593, 10.5202
O, 0.2712, 8.1208, 12.1012
O, 3.4288, 2.5808, 12.5436
O, 1.3552, 1.1722, 13.293
O, 10.9493, 5.944, 13.2448
O, 8.1227, 5.1569, 11.7348
O, 4.595, 1.4229, 19.5983
O, 6.0336, 2.1525, 14.8734
O, 2.3113, 1.9686, 18.4705
O, 4.9325, 9.0091, 13.0695
O, 5.8297, 7.0672, 19.1322
O, 3.3858, 7.8746, 18.418
O, 0.0678, 6.4575, 17.0178
O, 9.6342, 0.2182, 16.8153
O, 3.5561, 4.516, 10.8753
O, 1.737, 4.6202, 12.9605
O, 10.7443, 0.0139, 12.5442
O, 3.6538, 0.9197, 14.5649
O, 1.6959, 9.4509, 19.6517
O, 1.8251, 8.9466, 10.1534

Results
free energy: -171794.772 eV
free energy less fixed offsets of As -4856.12, O -568.88, Si -635.61 eV per atom: 2.258 eV

Forces (eV/angstrom), in the order of the atoms: element, x, y, z
Si, -0.0068, 0.0168, 0.0079
As, 0.006, 0.0103, -0.0059
Si, 0.0069, 0.026, -0.0066
As, 0.0016, -0.0104, -0.005
Si, -0.0133, -0.0306, 0.0054
Si, -0.0035, -0.0246, -0.0033
Si, 0.0032, 0.0014, -0.0026
As, 0.0093, -0.0022, -0.0058
Si, 0.0052, 0.0382, -0.0144
Si, -0.0138, -0.0065, 0.0092
Si, 0.0012, -0.0138, 0.0037
Si, -0.0043, -0.0109, -0.0078
Si, -0.0069, 0.0058, -0.0056
Si, 0.0143, -0.0006, -0.0031
Si, -0.0062, 0.0027, -0.0008
Si, 0.012, 0.0014, -0.0026
Si, -0.0015, 0.0021, -0.0013
Si, 0.0016, -0.0187, 0.0096
Si, 0.0027, -0.003, 0.0029
Si, -0.017, 0.0037, 0.0005
Si, 0.0077, 0.0052, 0.0002
Si, -0.003, 0.0036, -0.0076
Si, 0.01, -0.0015, -0.002
Si, 0.0023, -0.0054, 0.0028
Si, -0.0036, -0.0115, 0.0013
Si, -0.0031, -0.0085, 0.0043
Si, 0.0038, -0.0066, 0.0004
Si, 0.0016, 0.0048, -0.0036
Si, 0.0001, 0.0041, -0.0019
Si, -0.0047, 0.0051, -0.0039
Si, -0.0019, -0.0018, -0.0008
Si, 0.0069, 0.002, -0.0052
Si, 0.0028, 0.0078, -0.0032
Si, -0.0088, 0.0034, -0.0094
Si, 0.0026, 0.0005, -0.005
Si, -0.0056, -0.0008, -0.0035
Si, 0.0351, -0.0171, 0.0981
Si, -0.0353, -0.0318, 0.159
Si, -0.021, -0.0421, 0.0523
Si, 0.0173, -0.1065, 0.0441
Si, 0.0591, -0.1363, -0.0777
Si, -0.0021, -0.1078, -0.3772
Si, 0.0472, -0.0354, -0.0933
Si, 0.0503, -0.0614, -0.0485
Si, -0.003, -0.0982, -0.0699
Si, 0.0239, -0.0744, 0.1049
Si, 0.0246, -0.2127, 0.1427
Si, -0.0648, -0.0723, 0.0288
Si, -0.0089, -0.0161, 0.0101
Si, 0.0281, 0.0372, 0.0091
Si, 0.0004, 0.0408, 0.0095
Si, -0.0063, 0.0058, 0.0084
Si, 0.0083, -0.0432, 0.0234
Si, 0.0056, -0.0416, 0.0134
Si, 0.0056, 0.046, 0.0278
Si, -0.0035, 0.083, 0.0119
Si, -0.0161, 0.1616, 0.0134
Si, -0.0056, 0.0391, -0.0758
Si, 0.0041, -0.0887, -0.0219
Si, -0.0092, -0.0346, -0.0103
Si, 0.0057, 0.0884, -0.043
Si, 0.0259, 0.1648, -0.0296
Si, -0.0804, 0.145, 0.0396
Si, -0.0458, 0.0313, 0.1109
Si, 0.0545, 0.0053, 0.0525
Si, -0.0087, 0.014, 0.0281
Si, -0.0123, 0.0329, -0.3016
Si, 0.0553, 0.0611, 0.1621
Si, -0.0464, 0.0589, 0.0518
Si, -0.0232, 0.0754, 0.0375
Si, -0.0052, 0.0951, 0.157
Si, -0.0169, 0.0566, 0.0387
Si, 0.002, -0.0163, 0.0017
Si, -0.0041, -0.0104, 0.0077
Si, 0.0076, -0.0098, -0.0038
Si, 0.001, 0.005, -0.0053
Si, 0.0036, 0.0099, 0.0005
Si, -0.0126, 0.0107, -0.0094
Si, -0.0013, 0.0044, 0.0071
Si, 0.0017, 0.0037, 0.0011
Si, -0.004, -0.001, 0.0073
Si, 0.0059, 0.002, -0.0028
Si, -0.0042, -0.0029, 0.002
Si, 0.0066, -0.0026, 0.0036
Si, 0.0076, 0.0009, -0.0001
Si, -0.0179, 0.0092, -0.0002
Si, 0.0143, 0.0125, -0.001
Si, -0.0279, -0.0064, -0.0014
Si, 0.0136, -0.0072, 0.0005
Si, -0.0009, -0.0049, -0.0042
Si, -0.013, 0.0044, 0.0007
Si, 0.0107, 0.0052, 0.002
Si, 0.0017, 0.002, -0.0108
Si, 0.0213, 0.0039, 0.003
Si, -0.0006, -0.0053, -0.0086
Si, -0.015, 0.0016, -0.0046
Si, -0.0091, 0.0004, -0.0058
Si, -0.0006, 0.0233, -0.0035
As, -0.0024, 0.0214, -0.001
As, 0.0025, -0.0102, 0.0071
Si, 0.0092, -0.0238, 0.0105
As, -0.0033, -0.0118, 0.0037
Si, 0.0087, -0.0063, -0.0005
Si, 0.0035, -0.0138, -0.0006
Si, -0.0114, -0.0131, 0.0121
Si, -0.0028, 0.0107, -0.0023
Si, -0.0075, 0.0069, -0.0047
Si, 0.009, 0.0088, 0.0147
O, -0.0038, 0.0006, -0.0062
O, 0.0012, -0.003, -0.0011
O, -0.0026, 0.0064, -0.0077
O, -0.0033, 0.0002, -0.0141
O, -0.001, 0.0017, -0.0042
O, 0.0071, 0.0034, -0.0062
O, 0.0009, 0.0007, 0.0005
O, -0.0006, -0.0072, -0.0049
O, 0.0036, 0.001, -0.0012
O, -0.0006, -0.0022, -0.0101
O, -0.0047, -0.0061, 0.001
O, -0.0029, 0.0009, -0.0004
O, -0.0006, 0.0079, -0.0057
O, -0.0005, 0.0091, -0.0007
O, 0.004, 0.0017, -0.0029
O, 0.0033, -0.0066, -0.0069
O, 0.0048, 0.0122, -0.0165
O, -0.0012, -0.0017, 0.0011
Si, -0.0055, 0.0027, -0.0016
Si, 0.0034, -0.0022, 0.0013
Si, 0.0007, 0.0004, -0.0005
Si, 0, -0.0002, -0.0005
Si, -0.002, -0.0016, 0.0026
Si, 0.0005, 0.0003, -0.0006
Si, -0.0004, -0.0017, -0.0041
Si, 0.0016, 0.0002, -0.0007
Si, -0.0026, -0.0014, -0.0034
Si, -0.0018, 0.0026, -0.0035
Si, -0.002, 0.0001, -0.0007
Si, 0.0006, -0.0036, -0.0055
Si, -0.0011, 0.0004, 0.002
Si, -0.0001, 0.0006, -0.001
Si, -0.0112, 0.0041, -0.0015
Si, -0.0002, 0.0007, -0.0001
Si, -0.0002, 0.0012, -0.0008
Si, 0.0025, 0.0005, -0.0005
Si, 0.0027, -0.0003, -0.0019
Si, 0.0023, -0.0041, 0.0053
Si, -0.0007, -0.0043, 0.0005
Si, -0.0031, -0.0016, -0.0018
Si, -0.0007, -0.0004, 0.0001
Si, 0.0019, 0.0047, 0.0019
Si, -0.0007, -0.0038, -0.002
Si, -0.0032, -0.0026, 0.0037
Si, 0.0036, -0.0001, 0.0055
Si, 0.0033, 0.0041, -0.0043
Si, -0.0006, 0.0002, -0.0037
Si, 0.0004, -0.0005, 0.0008
Si, -0.0002, -0.0017, -0.001
Si, 0.0009, 0.0016, -0.0013
Si, 0.0002, -0.0003, 0.0004
Si, -0.0006, -0.0001, 0.002
Si, -0.0007, 0.0023, -0.0003
Si, -0.0081, -0.0004, -0.0031
Si, -0.0034, 0.0001, -0.0006
Si, 0.0017, -0.0018, 0.001
Si, -0.0118, 0.0015, -0.0011
Si, 0.0039, -0.0052, -0.0014
Si, -0.0027, -0.0015, -0.003
O, -0.0004, -0.001, -0.0033
O, -0.0012, -0.0045, -0.0035
O, -0.0007, -0.0003, 0.0007
O, -0.0004, -0.0003, -0.0034
O, -0.0001, 0.0003, -0.003
O, -0.0019, 0.0014, -0.0026
O, 0.0024, 0.0012, -0.0028
O, -0.0003, -0.0022, -0.0051
O, 0.002, -0.0017, -0.0037
O, -0.0003, 0.0001, -0.0013
O, -0.0002, -0.0007, -0.0004
O, -0.0005, -0.0014, -0.0026
O, -0.0008, 0.0009, -0.002
O, -0.0033, 0.0014, -0.0033
O, 0.0003, 0.0002, -0.0013
O, -0.004, 0.0002, -0.0063
O, -0.0005, 0.001, -0.0028
O, -0.0013, -0.0013, -0.0001
O, -0.0015, -0.0001, -0.0027
O, 0, -0.0003, -0.0033
O, -0.0023, -0.001, -0.0018
O, -0.0005, 0.0002, -0.002
O, 0.0005, 0.0002, -0.0027
O, 0.0004, 0.0005, -0.0015
O, -0.006, -0.0034, -0.0026
O, -0.0001, -0.0009, -0.0022
O, -0.0015, 0.0015, -0.004
O, 0.0027, -0.0016, 0.002
O, -0.0011, 0.0003, 0.0009
O, -0.0012, -0.0018, -0.0029
O, -0.0029, 0.0024, -0.0021
O, -0.0011, -0.0004, -0.0021
O, -0.001, 0.0004, -0.0033
O, -0.0009, 0, -0.0028
O, 0.0016, -0.0001, -0.0029
O, -0.0018, 0.0002, -0.0023
O, 0.0066, -0.0027, -0.0104
O, -0.0005, -0.0027, -0.0034
O, 0.0014, 0.0003, 0.0012
O, -0.0004, 0.0005, -0.0041
O, 0.0093, -0.0095, -0.0016
O, -0.0005, -0.0008, -0.0046
O, -0.0007, 0.0009, 0.0003
O, 0.0006, -0.0004, 0.0002
O, 0.0053, 0.0044, 0.0096
O, -0.0004, 0.0007, -0.0037
O, 0.0016, -0.0013, 0.0014
O, -0.0001, 0.001, -0.0009
O, 0.0017, 0.0018, -0.0018
O, 0.0013, 0.0028, -0.0026
O, -0.0029, 0.0017, 0.0023
O, 0.0009, -0.001, -0.0002
O, 0, 0.0001, -0.0017
O, 0.0006, 0.0023, 0.0021
O, 0.002, -0.0003, -0.0019
O, -0.0004, 0.0006, -0.0015
O, 0.0007, -0.0003, -0.0022
O, 0.0005, -0.0011, -0.0015
O, -0.0028, 0.0005, -0.0011
O, 0.0036, 0.0033, -0.0022
O, -0.0003, -0.0005, -0.0017
O, 0.0032, -0.0032, -0.0019
O, 0.0008, 0.0003, -0.003
O, 0.002, 0.0009, -0.0037
O, -0.0002, 0.0013, -0.004
O, -0.0038, -0.0007, -0.0024
O, -0.0019, -0.0009, -0.0031
O, 0.0039, 0.0023, -0.0037
O, 0.0001, -0.0012, -0.0019
O, -0.0007, 0, -0.002
O, 0.0003, -0.0006, -0.0013
O, -0.0035, -0.0022, -0.0024
O, 0.0002, -0.002, 0.0045

The program warned: the cutoff lies below the one the program advises for these potential files; the forces do not sum to zero within the program's tolerance; the exchange-correlation potential is rough where the density is thin.
